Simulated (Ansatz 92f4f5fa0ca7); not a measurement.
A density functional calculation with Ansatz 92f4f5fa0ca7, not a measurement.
Periodic cell of 173 atoms, Si95O78, from a study of silicon, its oxide and their interface. The atomic structure is a simulated model.

Settings
functional: r2SCAN
potential files: Ansatz norm-conserving
basis: plane waves
wave-function cutoff: 1300 eV
density cutoff ratio: 4
exchange-correlation grid ratio: 1
k mesh: 2 x 2 x 1, shifted by 0.5 0.5 0.5 of a step
self-consistency stop: 5e-10 eV per atom in the density residual
occupations: Fermi-Dirac, 0.05 eV
spin: none
net charge: 0

Cell vectors (angstrom)
a  10.9711  -0.0514  -0.056
b  -0.0514  10.8575  0.0301
c  -0.1219  0.0655  24.1681

Atoms and the computed forces on them: element, x, y, z (angstrom), force x, y, z (eV/angstrom)
Si  1.6774  8.9027  9.2814  0.1043  0.3747  0.0726
Si  0.5671  0.3961  12.7875  -0.0898  0.0482  0.3002
Si  6.0108  7.5627  17.2159  0.0549  -0.0262  0.1124
Si  4.3792  7.0384  21.5628  0.2045  -0.209  -0.0018
Si  3.3532  1.3748  22.3431  0.1901  0.5058  -0.0939
Si  9.4239  0.0795  10.8321  0.0765  0.1922  -0.232
Si  5.7189  5.2895  23.4245  -0.0788  0.0229  0.0353
Si  10.2212  7.0999  18.9309  0.2488  0.6195  0.7575
Si  1.06  1.1908  1.4037  -0.1001  -0.0217  0.079
Si  3.8912  3.8842  1.3619  0.0691  0.2747  -0.3479
Si  1.2862  6.6975  1.3334  0.0785  0.0259  -0.0965
Si  3.8699  9.4423  1.6691  0.0722  0.4292  -0.5484
Si  7.0491  1.4192  1.2045  0.1136  0.1367  -0.0001
Si  9.4142  4.0813  1.4207  0.2329  0.0609  -0.0943
Si  6.9942  7.0449  1.4287  0.2167  0.2063  -0.4183
Si  9.2799  9.2722  1.4042  -0.3982  -0.3385  -0.4987
Si  2.5563  0.0012  2.85  -0.0557  -0.0101  0.0077
Si  10.7347  2.553  2.724  0.0403  0.0195  0.0662
Si  2.6238  5.3108  2.7377  -0.0439  -0.1559  0.2436
Si  10.9119  8.061  2.6442  -0.1943  0.0834  -0.1531
Si  8.1039  10.812  2.7452  0.0506  -0.071  0.0097
Si  5.436  2.5865  2.6174  0.1743  -0.0283  -0.0573
Si  8.0731  5.3839  2.7694  -0.1077  0.1325  -0.0461
Si  5.2655  7.9581  2.802  0.2055  -0.1394  0.1159
Si  4.0813  1.2633  4.0662  -0.0589  0.0572  0.1803
Si  1.2302  3.9427  4.1129  0.0142  -0.1073  -0.1463
Si  4.0061  6.5502  4.1847  -0.0884  0.0265  -0.1048
Si  1.1846  9.4258  4.2047  0.0982  -0.0435  0.0278
Si  9.486  1.2013  4.1954  -0.0535  0.052  -0.1686
Si  6.7414  3.9383  4.1137  0.0676  0.0004  -0.1255
Si  9.5354  6.6821  4.0305  -0.0702  0.0364  0.038
Si  6.6908  9.3922  4.0734  0.0222  0.1159  0.0025
Si  10.7621  10.6619  5.6108  0.0985  0.1497  0.0372
Si  2.642  2.5156  5.4308  0.2056  0.1461  -0.2052
Si  10.8216  5.2902  5.4017  0.0559  0.0848  -0.2798
Si  2.5704  7.9408  5.4229  -0.1096  0.1166  0.1497
Si  5.3839  10.7321  5.4978  0.0311  -0.201  -0.0188
Si  8.1524  2.5922  5.518  0.0632  -0.0799  -0.0332
Si  5.3884  5.2113  5.5589  -0.1417  -0.0555  0.1673
Si  8.0891  7.9642  5.3947  -0.0117  -0.0806  -0.1228
Si  1.3021  1.248  6.9329  0.0996  0.0303  -0.1472
Si  4.0048  3.7762  6.8517  -0.0447  -0.0983  -0.0719
Si  1.2476  6.5938  6.8605  -0.1282  0.0024  0.1016
Si  3.9502  9.2614  6.7281  0.0709  0.2119  -0.1595
Si  6.8705  1.1837  6.8926  -0.265  -0.0308  -0.2055
Si  9.5396  3.9759  6.8521  -0.0963  0.202  -0.0997
Si  6.763  6.6366  6.8807  0.1608  0.0567  -0.056
Si  9.3971  9.1799  6.88  0.0007  -0.1378  0.0258
Si  2.6743  10.6239  8.1348  0.1341  -0.3264  -0.0561
Si  0.4505  3.1732  8.0789  -0.2543  -0.4068  0.6087
Si  2.3311  4.8742  8.0816  0.2755  0.3539  0.0281
Si  10.8273  7.8401  8.291  -0.1237  -0.3515  0.0274
Si  7.9092  10.3826  8.2381  0.759  0.3277  0.2285
Si  5.4099  2.4027  8.2549  0.1462  0.1766  0.1492
Si  8.1511  5.2832  8.2993  0.0124  -0.0028  0.0425
Si  5.156  7.8437  8.1746  -0.2814  -0.1365  -0.1363
Si  6.0449  9.5707  9.5241  0.2038  -0.7598  0.8109
Si  7.2191  8.55  14.7998  0.1074  -0.0346  -0.0786
Si  6.7124  4.7342  14.1835  -0.1506  -0.0052  -0.0166
Si  10.1809  0.7554  17.9643  -0.3282  0.1531  0.0126
Si  2.445  7.893  11.225  -0.2036  -0.0855  0.5219
Si  1.9046  6.1421  19.73  0.1485  -0.1032  0.2269
Si  5.3078  0.0554  15.3908  0.0083  0.3755  -0.2679
Si  7.9712  3.1176  24.0184  -0.6271  0.4182  0.3454
Si  9.6406  6.3757  9.8496  -0.0423  0.1803  -0.0549
Si  2.7231  4.8535  16.8709  0.2641  -0.3027  0.1148
Si  0.3015  3.8358  10.8538  -0.3104  -0.0811  0.0856
Si  9.991  2.6711  13.5012  -0.2271  -0.2212  0.0871
Si  10.4375  5.1835  21.2011  0.0632  -0.1698  0.1418
Si  2.294  7.8894  23.7617  0.1748  0.2037  -0.0167
Si  6.5077  4.1019  9.5351  -0.1885  0.0194  0.7353
Si  5.6754  0.2834  23.874  0.0207  -0.1519  0.1452
Si  9.121  2.484  22.1404  -0.0978  -0.1589  -0.2695
Si  5.9182  9.7325  21.0941  0.2527  -0.0804  -0.0686
Si  10.8492  0.2006  23.5679  -0.534  -0.2617  0.163
Si  2.7324  2.2648  11.6949  0.3383  -0.0531  0.2996
Si  0.1115  3.4158  16.4171  -0.0791  -0.1112  -0.3127
Si  7.9245  8.3641  11.7441  0.0905  -0.0966  0.0848
Si  4.0088  6.0612  9.4305  0.0771  -0.1583  1.01
Si  7.6021  2.4209  11.9364  -0.1242  0.1059  0.2879
Si  5.9529  1.8036  17.8595  0.1829  0.1345  -0.1908
Si  4.4237  0.6113  9.4523  -0.6587  0.5305  0.3518
Si  3.2758  8.8661  16.9082  0.7942  0.387  0.5033
Si  10.1963  6.3297  16.8074  -0.4001  -0.3499  -0.6341
Si  3.8021  0.8198  19.653  0.5554  0.1669  -0.049
Si  5.8893  4.6949  17.0899  0.5227  -0.1545  -0.1163
Si  10.9333  5.2158  0.0598  0.0776  -0.2669  -0.2208
Si  1.8698  7.5182  15.5804  -0.0997  -0.4539  0.074
Si  8.5773  9.1199  17.319  -0.3222  0.2314  -0.0703
Si  8.0025  0.6824  20.016  -0.1048  -0.086  -0.1015
Si  1.6933  8.4631  13.4272  0.0156  0.3189  -1.1127
Si  2.0865  2.9115  0.251  -0.3135  0.0463  -0.4029
Si  1.8086  10.5206  19.1537  -0.2065  -0.069  -0.3109
Si  1.2604  10.0236  22.135  0.2515  -0.2294  -0.2889
Si  5.1022  2.2143  13.353  -0.0066  0.278  0.254
O  3.8791  2.9441  12.6036  -0.1349  -0.2866  -0.2317
O  1.1087  7.493  12.1866  0.3252  0.1262  0.1747
O  10.7791  5.3091  10.451  -0.1306  0.0401  -0.0755
O  1.0228  10.0525  20.5097  -0.0025  -0.115  0.1953
O  4.4776  7.9433  17.5234  -0.1003  0.0628  -0.2015
O  3.6456  7.4329  22.968  -0.1755  0.0361  -0.0692
O  7.0201  1.1275  18.8326  0.0333  -0.0423  0.1351
O  9.0716  10.6677  17.1784  0.143  -0.2019  0.1825
O  8.3629  2.8757  13.3485  0.2633  -0.3052  -0.4578
O  10.4468  4.7412  16.9076  0.3066  0.2097  0.1231
O  5.2472  5.7024  21.9166  -0.0583  0.0907  0.3913
O  4.8426  10.5698  20.2183  -0.1793  0.1355  -0.0126
O  4.3  4.4803  16.7852  -0.1924  0.1982  0.0332
O  9.7952  3.679  21.2286  -0.0333  0.0128  0.1428
O  7.5744  8.0327  13.3069  0.0565  0.3074  -0.1094
O  3.4621  1.251  10.6658  0.2219  0.0166  -0.0604
O  10.3551  1.0812  13.5862  0.1595  0.2229  -0.2982
O  4.5658  4.796  0.1593  0.19  -0.0775  0.0196
O  3.413  6.6368  10.8829  -0.0027  0.0984  -0.4984
O  3.2478  6.7042  20.4454  -0.2359  0.0031  -0.0169
O  9.6343  9.9661  24.108  0.5146  0.5828  0.1055
O  1.8418  1.3757  12.7248  -0.0649  0.0378  -0.2729
O  2.3527  5.3661  18.3733  -0.0962  0.1457  -0.1712
O  2.5051  9.3739  18.2321  -0.1952  -0.0151  0.0157
O  7.0397  8.7139  17.7867  0.1451  -0.0774  -0.2036
O  4.6119  0.9492  14.2281  0.2125  -0.0047  0.083
O  6.04  10.2192  22.6376  -0.1659  0.0668  -0.0521
O  0.0286  0.2532  11.2565  -0.0903  0.0008  0.0866
O  0.7194  0.2713  18.1344  0.084  -0.11  0.1575
O  6.222  1.658  12.305  0.1232  0.1391  -0.0337
O  5.1318  10.0782  0.8477  -0.4869  -0.0557  0.0448
O  8.5941  1.4088  11.2099  0.0536  -0.2023  0.0362
O  0.936  4.1661  23.9354  0.1853  -0.3324  0.3002
O  6.3542  3.3728  17.8854  -0.2557  -0.0877  -0.0757
O  6.5775  8.7776  10.9274  -0.08  0.3226  -0.4141
O  2.2574  2.3683  22.931  0.168  -0.0708  0.0033
O  6.0514  1.0831  16.4092  -0.1879  -0.1128  0.1768
O  9.521  8.5536  18.5507  0.1941  -0.6692  -0.0416
O  10.5895  3.3916  12.1976  0.1331  -0.0656  -0.1521
O  1.2778  8.45  22.6048  0.149  0.158  -0.1158
O  6.2363  7.5069  15.5874  -0.0165  0.2239  0.2172
O  5.4262  8.1801  21.038  -0.2199  0.076  0.2339
O  0.862  7.3461  19.3349  -0.3247  -0.1206  -0.1052
O  6.8869  4.8327  15.8106  -0.3021  0.0443  0.3362
O  4.0372  10.0826  16.1016  -0.088  -0.3037  0.1166
O  6.7788  4.0812  23.3684  0.146  -0.0813  0.1329
O  10.8064  2.8123  9.5677  0.417  0.4617  -0.2692
O  3.6565  1.9245  20.8426  0.0391  -0.3894  0.334
O  1.8985  3.5063  11.0365  -0.1468  -0.0413  -0.008
O  4.6396  1.4222  23.3274  -0.2766  -0.2069  -0.3469
O  9.5291  0.8272  19.4584  0.0087  -0.096  -0.1495
O  10.3588  2.1676  17.172  0.1313  -0.0648  0.0952
O  6.1983  6.0914  17.8942  -0.169  0.0083  -0.2495
O  5.2663  5.1118  9.9945  -0.0963  0.0043  -0.7537
O  0.2993  7.3387  16.0683  0.1295  -0.1768  0.2004
O  2.7575  10.7038  22.2927  -0.1693  -0.0058  0.0396
O  9.6187  6.197  20.1751  0.3533  0.1384  -0.2818
O  7.4187  10.0442  20.484  -0.0652  0.3481  0.0238
O  1.024  5.1567  20.7101  -0.2651  0.28  -0.0173
O  3.0726  8.7887  12.5071  -0.2919  -0.2058  0.0095
O  6.4215  9.9745  14.7713  -0.0044  -0.1945  0.1443
O  10.6154  3.3393  14.8112  0.0892  -0.0064  0.1974
O  7.2576  3.6745  10.9716  -0.0943  -0.1234  -0.4301
O  7.9617  1.7034  21.2734  0.3374  0.0135  0.0252
O  2.7704  9.1389  0.4875  0.2663  -0.3289  0.0466
O  8.5895  8.632  15.736  -0.2914  0.0938  0.1056
O  8.8786  9.6745  11.7367  -0.1222  -0.0679  -0.1973
O  0.8361  9.8552  13.5678  0.1762  -0.1696  -0.0017
O  8.11  8.1775  0.973  0.0592  -0.0345  0.5771
O  8.7374  7.1193  11.0397  0.1422  0.0685  -0.1874
O  6.3907  6.5889  24.1252  -0.0632  -0.2058  0.1035
O  10.3126  5.776  22.7181  0.1506  -0.081  0.2977
O  10.2523  1.4304  22.6539  -0.1087  -0.1935  0.0963
O  4.4284  1.5981  18.3699  -0.0198  -0.2105  0.2063
O  5.7549  3.3823  14.2377  -0.0592  -0.2185  -0.1085
O  2.5093  6.0067  15.732  -0.2301  0.0736  0.0939
O  1.7424  3.5574  16.5527  -0.1175  0.354  0.0606
O  9.1796  10.8214  9.2667  -0.4816  -0.1746  0.0072

Results
free energy: -47373.805 eV
free energy less fixed offsets of O -463.61, Si -117.95 eV per atom: -6.975 eV
pressure: -1.58 GPa
stress xx, yy, zz, yz, xz, xy (GPa, positive in tension): 2.21, 0.78, 1.73, -1.89, 0.16, -0.09
